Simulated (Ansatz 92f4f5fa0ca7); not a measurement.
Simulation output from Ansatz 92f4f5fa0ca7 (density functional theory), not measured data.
Periodic cell of 223 atoms, Si133O90, from a study of silicon, its oxide and their interface. The atomic structure is a simulated model.
Doubt: the cutoff is far below the 930 eV that the study's wrapper takes by default for these files, so forces and energies are approximate.

Settings
functional: PBE
potential files: Ansatz PAW
basis: plane waves
wave-function cutoff: 580 eV
density cutoff ratio: 5
exchange-correlation grid ratio: 1
k mesh: 1 x 1 x 1, Gamma-centred
self-consistency stop: 5e-08 eV per atom in the density residual
occupations: fixed
spin: none
net charge: 0

Cell vectors (angstrom)
a, 10.938, 0, 0
b, 0, 10.938, 0
c, 0, 0, 32.1567

Atoms: element, x, y, z (angstrom)
Si, 0.1501, -0.2547, 24.8028
Si, 5.2516, 0.0805, 24.8182
Si, 3.1419, 2.4516, 24.68
Si, 7.8572, 2.9248, 24.6197
Si, -0.301, 5.5675, 24.4835
Si, 5.8323, 5.3869, 24.5058
Si, 2.3344, 8.424, 24.7238
Si, 8.5802, 7.9372, 24.8842
Si, 1.4038, 1.395, 25.9445
Si, 6.815, 1.3411, 26.0381
Si, 4.1973, 4.182, 25.8744
Si, 9.5252, 4.0333, 25.9066
Si, 1.2881, 6.7175, 25.9327
Si, 6.8974, 6.808, 26.0469
Si, 4.0149, 9.4785, 26.0458
Si, 9.6613, 9.5128, 26.2103
Si, 2.7179, 0.0055, 27.3835
Si, 8.2132, -0.0052, 27.3973
Si, 0.0038, 2.7318, 27.3198
Si, 5.4635, 2.7669, 27.3644
Si, 2.7567, 5.4472, 27.3039
Si, 8.2412, 5.4184, 27.3821
Si, 0.0723, 8.1059, 27.4485
Si, 5.4742, 8.1738, 27.3687
Si, 4.1018, 1.3673, 28.7385
Si, 9.5708, 1.3673, 28.7385
Si, 1.3673, 4.1018, 28.7385
Si, 6.8362, 4.1018, 28.7385
Si, 4.1018, 6.8362, 28.7385
Si, 9.5708, 6.8362, 28.7385
Si, 1.3673, 9.5708, 28.7385
Si, 6.8362, 9.5708, 28.7385
Si, 0, 0, 30.1057
Si, 5.469, 0, 30.1057
Si, 2.7345, 2.7345, 30.1057
Si, 8.2035, 2.7345, 30.1057
Si, 0, 5.469, 30.1057
Si, 5.469, 5.469, 30.1057
Si, 2.7345, 8.2035, 30.1057
Si, 8.2035, 8.2035, 30.1057
Si, 1.3673, 1.3673, 31.473
Si, 6.8362, 1.3673, 31.473
Si, 4.1018, 4.1018, 31.473
Si, 9.5708, 4.1018, 31.473
Si, 1.3673, 6.8362, 31.473
Si, 6.8362, 6.8362, 31.473
Si, 4.1018, 9.5708, 31.473
Si, 9.5708, 9.5708, 31.473
Si, 2.7345, 0, 0.6835
Si, 8.2035, 0, 0.6835
Si, 0, 2.7345, 0.6835
Si, 5.469, 2.7345, 0.6835
Si, 2.7345, 5.469, 0.6835
Si, 8.2035, 5.469, 0.6835
Si, 0, 8.2035, 0.6835
Si, 5.469, 8.2035, 0.6835
Si, 4.1018, 1.3673, 2.0507
Si, 9.5708, 1.3673, 2.0507
Si, 1.3673, 4.1018, 2.0507
Si, 6.8362, 4.1018, 2.0507
Si, 4.1018, 6.8362, 2.0507
Si, 9.5708, 6.8362, 2.0507
Si, 1.3673, 9.5708, 2.0507
Si, 6.8362, 9.5708, 2.0507
Si, 0, 0, 3.418
Si, 5.469, 0, 3.418
Si, 2.7345, 2.7345, 3.418
Si, 8.2035, 2.7345, 3.418
Si, 0, 5.469, 3.418
Si, 5.469, 5.469, 3.418
Si, 2.7345, 8.2035, 3.418
Si, 8.2035, 8.2035, 3.418
Si, 1.3104, 1.4973, 4.9287
Si, 6.8383, 1.3537, 4.8602
Si, 4.0972, 4.1016, 4.708
Si, 9.5307, 4.09, 4.7791
Si, 1.4394, 6.8044, 4.7708
Si, 6.7867, 6.861, 4.7171
Si, 4.0653, 9.6303, 4.8765
Si, 9.5644, 9.6072, 4.663
Si, 2.7151, 0.1705, 6.3607
Si, 8.2563, -0.1264, 6.1638
Si, -0.0918, 2.9721, 6.4089
Si, 5.3928, 2.7608, 6.1724
Si, 2.5131, 5.1178, 6.0431
Si, 8.1104, 5.4488, 6.0432
Si, 0.0145, 8.3248, 5.9715
Si, 5.3994, 8.0998, 6.1532
Si, 4.0025, 1.6823, 7.7922
Si, 9.6938, 1.1953, 7.5831
Si, -0.0997, 4.5353, 8.2093
Si, 6.5436, 4.3352, 7.4515
Si, 4.1467, 6.3264, 7.2164
Si, 9.4822, 6.971, 7.1304
Si, 1.0792, 9.826, 7.506
Si, 7.2309, 9.0448, 7.3957
O, 9.5795, 6.8096, 24.1841
O, 4.1842, 1.2265, 24.3306
O, 8.4001, 7.9795, 7.9098
O, 3.2011, 2.5673, 8.9543
O, 6.8395, 4.1305, 24.0959
O, 2.8706, 7.7383, 23.3366
O, 5.3736, 5.4194, 7.8753
O, 0.1371, 0.1365, 8.5265
O, 7.0991, 3.7213, 8.8898
O, 6.7341, 9.7145, 8.8034
O, 10.5944, 6.1474, 8.0319
O, 1.5295, 8.8747, 8.7705
O, 5.1017, 0.8621, 8.7216
O, 1.3796, 4.4545, 8.9781
O, 8.8375, 1.689, 8.9045
O, 3.3241, 6.8976, 8.5244
O, 7.9956, 8.7887, 23.6336
O, 8.3497, 2.1966, 23.2246
O, 5.5092, 6.281, 23.1319
O, 2.8451, 3.0023, 23.1543
O, 12.1985, -1.3473, 24.2412
O, 0.0703, 4.8899, 22.9979
O, 4.0728, 7.4004, 21.1046
O, 11.0129, 21.0602, 20.7264
Si, 5.4211, 4.8704, 16.6385
Si, 0.5842, 8.7826, 19.9894
Si, 6.0828, 9.3455, 12.0718
Si, 13.3901, 4.9044, 12.6215
Si, 8.6956, 3.0148, 12.7788
Si, 9.9135, 0.0539, 12.687
Si, 2.0468, 3.3009, 9.8463
Si, 2.625, -3.72, 21.8188
Si, 17.7427, 7.0551, 15.4445
Si, 7.1252, 11.1468, 18.5757
Si, 8.4447, 3.1568, 9.6104
Si, 3.5137, 13.1253, 13.961
Si, 5.8557, 0.4998, 14.2742
Si, 7.0196, 5.99, 19.1886
Si, 0.8395, 4.792, 21.533
Si, 13.715, -0.9578, 18.147
Si, 3.3705, 2.8443, 17.0142
Si, 5.321, 10.3105, 9.2982
Si, 9.5533, 6.5824, 16.449
Si, 16.5096, 7.0595, 21.6749
Si, 9.843, 4.8165, 18.9956
Si, 1.9087, -0.3147, 12.6579
Si, 5.2493, 20.5509, 16.512
Si, 8.4786, 8.1445, 12.877
Si, 11.447, 0.55, 10.2069
Si, 7.0308, 9.6085, 22.6466
Si, 11.3548, 11.6905, 20.8092
Si, -0.585, -5.2083, 13.4592
Si, 4.4713, 1.1886, 19.515
Si, 2.9817, 8.2894, 9.2383
Si, 1.0414, 1.3594, 17.7463
Si, 3.4105, 7.9192, 12.3543
Si, 2.5435, 2.3297, 21.703
Si, 7.3481, 2.7544, 15.3269
Si, 8.8516, 8.4669, 18.5116
Si, 9.0738, 0.9214, 22.5242
Si, 9.2922, 2.2356, 17.4652
O, 6.2153, 8.3456, 16.2261
O, 5.0492, 1.7494, 13.5775
O, 13.1416, 5.6594, 21.7212
O, 6.5343, 10.4734, 13.1576
O, 2.5449, 9.1576, 13.0593
O, 1.6764, 0.9438, 21.846
O, 2.9598, 8.0062, 10.8096
O, 3.5886, -0.1901, 19.3507
O, 10.3388, -4.7086, 15.0442
O, 9.612, -3.9685, 12.6216
O, 3.8673, 4.3987, 16.858
O, 8.2511, 9.9632, 18.8205
O, 9.4419, 8.164, 16.972
O, 14.3805, 2.0703, 15.579
O, 7.5069, 7.6115, 14.0861
O, 11.8927, 5.441, 13.0073
O, 4.9734, 8.2853, 12.6259
O, 6.2601, 6.0444, 20.6173
O, 9.9767, 14.2021, 18.5257
O, 5.5627, 5.9783, 15.421
O, 7.6038, 7.4641, 18.8103
O, 1.6452, 8.9829, 18.7593
O, 12.3813, 3.3551, 21.0544
O, 8.1958, 2.9855, 11.222
O, 10.1247, -2.8274, 19.4817
O, -0.1594, -5.7492, 20.286
O, 6.0952, 10.6109, 17.4533
O, 3.2801, 6.3299, 12.7608
O, 6.0647, 0.7738, 19.7295
O, 10.2106, 5.7299, 17.6763
O, 1.7384, -0.2193, 10.9877
O, 8.2722, 4.9795, 19.3813
O, 6.198, 14.4538, 16.1688
O, 11.8369, 1.2384, 19.35
O, 7.4503, 14.2433, 13.7943
O, 4.8914, 10.4492, 15.155
O, 9.6808, 4.2833, 13.092
O, 8.7742, 2.9677, 16.0998
O, 7.9787, 6.1867, 16.2012
O, 4.2901, 2.0989, 18.1562
O, 4.075, 9.4077, 8.7771
O, 5.3835, -0.6945, 10.9103
O, 9.9659, 12.4228, 21.2727
O, 1.7905, 2.7846, 17.4357
O, 10.1305, 0.2512, 23.5685
O, 6.3857, 8.4906, 21.648
O, 2.5427, 4.1152, 11.1738
O, -1.6322, 1.5128, 13.1411
O, 2.6662, 11.9717, 13.1679
O, -0.4255, 23.1028, 17.0466
O, 7.9732, 10.7696, 21.9706
O, 7.0141, 1.1531, 15.2205
O, 1.9882, 0.1343, 17.2125
O, 9.7078, 4.1623, 9.3657
O, 14.7857, 9.156, 17.2223
O, 0.446, -0.1597, 13.3455
O, 10.0931, 0.1741, 11.0346
O, 7.4118, -2.4763, 11.6545
O, 0.9018, 2.1356, 10.1805
O, 3.8882, 2.0433, 20.8008
O, 16.7485, 10.3355, 23.4318
O, 1.3665, 7.9537, 21.1251
O, 5.9675, 5.4586, 18.0594
O, 14.0031, 3.7311, 13.6081
O, 8.0106, 1.4947, 18.129
O, 9.157, -1.3205, 13.1462

Results
free energy: -135732.358 eV
free energy less fixed offsets of O -568.88, Si -635.61 eV per atom: 2.972 eV

Forces (eV/angstrom), in the order of the atoms: element, x, y, z
Si, -0.0003, -0.0013, -0.0068
Si, -0.0042, -0.0034, -0.007
Si, -0.0009, -0.0002, -0.0031
Si, -0.0044, 0.0011, -0.0065
Si, -0.0036, 0.0028, -0.0051
Si, -0.0006, -0.0048, -0.008
Si, -0.0052, -0.0025, -0.0004
Si, -0.0032, -0.0013, -0.0157
Si, -0.0032, 0.0015, -0.0003
Si, 0.0017, -0.001, 0.0016
Si, -0.0045, 0.0026, 0.0034
Si, 0.0003, -0.0016, 0.0014
Si, 0.0008, -0.002, 0.002
Si, -0.0038, 0.0011, 0.0004
Si, 0.0008, -0.0017, -0.0011
Si, -0.0014, 0.0012, 0.0029
Si, -0.0009, 0.0012, 0.0016
Si, 0.0013, 0.0007, 0.0022
Si, 0.0045, 0.0014, 0.0017
Si, 0.0018, 0.0019, 0.0021
Si, 0.0031, 0.0009, 0
Si, 0.0018, 0.0019, 0.0019
Si, -0.0017, 0, 0.001
Si, 0.0018, -0.0004, 0.0023
Si, -0.0509, 0.1722, -0.0444
Si, 0.1482, 0.1318, -0.0683
Si, 0.0782, 0.0132, -0.4152
Si, 0.0938, -0.1075, 0.1619
Si, -0.1117, -0.2007, -0.1649
Si, -0.0386, -0.3619, 0.3941
Si, 0.2225, -0.1192, 0.3247
Si, -0.1466, -0.0193, -0.008
Si, -0.046, -0.0492, -0.0107
Si, 0.0051, -0.001, -0.0207
Si, -0.0306, -0.0529, -0.0247
Si, -0.0328, 0.0516, 0.0096
Si, -0.0939, 0.0321, 0.0224
Si, -0.0187, -0.0056, -0.0238
Si, 0.058, 0.1344, 0.0145
Si, -0.011, -0.0616, -0.0298
Si, 0.0379, 0.0245, 0.0073
Si, 0.0252, -0.035, -0.0232
Si, 0.0158, 0.0079, -0.0109
Si, 0.0898, -0.0134, -0.0174
Si, 0.0303, -0.0325, -0.0362
Si, -0.0232, 0.0198, -0.0031
Si, -0.0146, -0.0627, -0.0156
Si, -0.027, -0.0052, -0.0081
Si, 0.0772, -0.1078, -0.0302
Si, -0.0303, 0.0067, 0.0307
Si, -0.1257, 0.0687, -0.0002
Si, -0.0059, 0.0099, 0.0346
Si, -0.0451, 0.0574, 0.0225
Si, 0.0493, -0.0393, -0.0393
Si, -0.0504, 0.0038, 0.0202
Si, -0.0321, 0.0216, 0.0008
Si, -0.1656, -0.0755, 0.016
Si, 0.0759, -0.025, -0.0117
Si, 0.0218, -0.0686, 0.0283
Si, -0.0556, 0.1049, -0.0208
Si, 0.1292, 0.0384, 0.0052
Si, -0.0676, -0.0689, -0.0119
Si, 0.1773, 0.1008, 0.0296
Si, 0.0066, -0.1267, 0.0038
Si, 0.3851, 0.8766, -0.0558
Si, -0.0364, 0.007, 0.5087
Si, -0.1214, -0.211, -0.0306
Si, -0.1741, -0.3503, 0.1328
Si, -0.073, 0.1521, 0.1933
Si, 0.0401, -0.1101, -0.6139
Si, 0.1451, 0.3449, 0.193
Si, -0.1577, -0.0351, -0.543
Si, -0.0063, -0.0057, 0.0026
Si, -0.0109, 0.0135, 0.0062
Si, 0.0047, -0.0492, 0.0168
Si, -0.0257, 0.0177, -0.0068
Si, 0.0463, 0.0216, 0.0259
Si, 0.012, -0.0229, -0.0005
Si, -0.0069, 0.008, 0
Si, 0.0165, 0.0043, 0.0141
Si, -0.0087, -0.0022, 0.0055
Si, 0.0254, -0.003, 0.0128
Si, 0.1428, -0.2915, -0.3729
Si, -0.0003, -0.0108, -0.0276
Si, -0.0773, 0.0705, 0.1134
Si, -0.0327, 0.0144, -0.0079
Si, -0.0014, -0.0036, -0.0144
Si, 0.0164, -0.0125, 0.0206
Si, -0.0084, -0.0243, -0.129
Si, -0.0044, 0.0227, 0.0065
Si, 0.8564, 0.0352, 0.9009
Si, -0.0361, 0.0873, -0.0279
Si, -0.1118, 0.011, -0.0717
Si, -0.0895, 0.2531, -0.151
Si, 0.0006, -0.0075, -0.0099
Si, 0.0248, -0.0144, -0.0888
O, -0.0008, 0.0001, 0.0116
O, -0.0012, -0.0018, 0.0099
O, 0.0221, -0.0705, -0.0031
O, 0.109, -0.0119, -0.0719
O, -0.0012, 0.0039, 0.0095
O, 0.0002, -0.0014, -0.0005
O, 0.1266, -0.0568, 0.0695
O, -0.0441, -0.0093, -0.0256
O, 0.1668, -0.031, 0.1038
O, 0.0627, 0.0328, 0.0834
O, -0.0139, 0.0342, 0.0968
O, 0.0047, 0.0011, -0.0074
O, 0.0807, 0.0476, 0.0139
O, -1.3349, 0.5563, -0.8785
O, -0.1315, 0.3297, 0.2161
O, 0.0151, 0.0268, 0.0058
O, 0.0004, -0.0018, 0.0084
O, 0.0017, -0.0021, 0.0035
O, -0.0012, 0.0033, 0.002
O, -0.0018, -0.0013, 0.001
O, -0.0019, 0.0021, 0.0097
O, -0.0006, -0.0015, 0.0045
O, 0.0016, -0.0001, 0.006
O, -0.0016, -0.0039, 0.0044
Si, -0.0015, -0.0025, -0.0063
Si, -0.0002, -0.0006, -0.0056
Si, -0.0179, 0.0013, -0.005
Si, 0.0062, -0.0383, -0.0622
Si, 0.0472, 0.0409, -0.0087
Si, 0.0173, -0.0321, -0.0086
Si, 0.193, -0.276, 0.2701
Si, 0.0012, 0.0011, -0.0071
Si, -0.001, 0.0022, -0.0023
Si, -0.0034, -0.0038, -0.0039
Si, 0.3731, -0.1707, 0.031
Si, -0.0157, 0.0182, -0.0035
Si, -0.0101, -0.0138, -0.0053
Si, -0.0042, -0.0032, -0.0045
Si, -0.0016, -0.0037, -0.006
Si, -0.0042, -0.0007, -0.0076
Si, -0.0025, -0.0056, -0.0085
Si, -0.0187, -0.0451, 0.0638
Si, 0.0009, 0.001, -0.0045
Si, -0.0036, 0.0004, -0.0065
Si, 0.0005, -0.0024, -0.0034
Si, 0.0076, -0.0074, -0.0053
Si, -0.0046, 0.0013, -0.0052
Si, -0.01, -0.0053, 0.0028
Si, 0.0305, 0.0682, 0.0186
Si, 0.0021, -0.0002, -0.0055
Si, -0.0038, 0.0032, -0.0074
Si, 0.035, 0.016, -0.0039
Si, -0.0037, -0.0005, -0.0036
Si, 0.0158, -0.0047, -0.0266
Si, -0.0014, -0.0028, -0.0047
Si, -0.0128, -0.0106, -0.0146
Si, -0.003, 0.0025, -0.0062
Si, -0.0028, -0.0185, 0.0328
Si, -0.0005, -0.0006, -0.008
Si, -0.0025, 0.0017, -0.0081
Si, 0.0037, -0.0069, 0.0023
O, -0.0014, -0.0044, 0.003
O, 0.0104, 0.0002, 0.001
O, -0.0005, -0.0007, 0.0041
O, 0.0114, 0.0078, 0.0162
O, -0.0037, 0.0055, 0.0031
O, -0.0028, -0.0004, 0.0055
O, 0.0022, -0.0016, 0.038
O, -0.0015, -0.0032, 0.0046
O, -0.0098, -0.0038, 0.0065
O, -0.0088, -0.0074, 0.0038
O, 0.0032, -0.0035, 0.0042
O, -0.0031, 0, 0.0068
O, -0.0026, -0.0044, 0.0038
O, 0.0004, -0.0002, 0.0073
O, -0.0017, -0.0007, -0.0003
O, -0.0385, -0.0024, 0.0114
O, 0.0003, -0.0101, 0.0067
O, 0.0019, -0.0014, -0.0004
O, -0.0036, 0.0011, 0.0033
O, -0.0007, -0.0076, 0.009
O, -0.0023, -0.0021, 0.0048
O, -0.001, -0.0006, 0.0052
O, -0.0011, -0.003, 0.0073
O, 0.1155, 0.0873, -0.3244
O, -0.0048, -0.0014, 0.0066
O, -0.0065, -0.0009, -0.0009
O, -0.0043, -0.0039, 0.0012
O, 0.0029, 0.0136, 0.0082
O, -0.0012, -0.0018, 0.0043
O, -0.0043, -0.0008, 0.0011
O, 0.0003, -0.0029, -0.0048
O, -0.0072, 0.0008, 0.0052
O, 0.0021, 0.0079, -0.0007
O, -0.0007, -0.0002, 0.0001
O, 0.0366, 0.0076, -0.058
O, 0, -0.002, 0.0066
O, -0.068, -0.063, -0.0203
O, -0.0165, 0.0016, -0.0107
O, -0.0011, -0.002, 0.0035
O, -0.0054, 0.0025, 0.0009
O, -0.0666, -0.0553, -0.0289
O, -0.0022, -0.0048, 0.0349
O, 0.0011, -0.0022, 0.005
O, -0.002, -0.0012, 0.0041
O, -0.0012, 0.0009, 0.0033
O, -0.0021, -0.0026, 0.0051
O, 0.0804, 0.0169, 0.2111
O, -0.0242, 0.0367, -0.027
O, -0.0026, -0.0052, 0.0018
O, -0.0037, -0.0002, 0.0047
O, -0.0014, -0.0007, 0.0058
O, 0.0046, 0.0157, 0.0002
O, -0.0038, -0.0008, 0.0071
O, -0.3712, -0.3784, -0.0161
O, -0.001, -0.0015, 0.005
O, -0.0188, 0.0037, 0.0065
O, -0.0216, 0.0074, 0.0091
O, 0.0093, -0.0001, 0.0014
O, -0.0633, -0.1173, 0.0566
O, 0.0003, -0.0031, 0.0032
O, 0.0024, -0.0024, 0.0042
O, -0.0062, 0.0036, 0.0029
O, -0.0006, -0.0027, 0.0002
O, 0.0057, -0.0144, 0.0254
O, -0.0014, 0.0022, 0.004
O, 0.0039, 0.0166, 0.0015

The program warned: the cutoff lies below the one the program advises for these potential files; the exchange-correlation potential is rough where the density is thin.
